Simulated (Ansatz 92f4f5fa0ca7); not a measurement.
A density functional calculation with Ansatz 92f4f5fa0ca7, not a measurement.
Periodic cell of 223 atoms, Si133O90, from a study of silicon, its oxide and their interface. The atomic structure is a simulated model.
Doubt: the cutoff is far below the 930 eV that the study's wrapper takes by default for these files, so forces and energies are approximate.
This geometry differs little from another in the collection (a relaxation step or a small displacement).

Settings
functional: PBE
potential files: Ansatz PAW
basis: plane waves
wave-function cutoff: 580 eV
density cutoff ratio: 5
exchange-correlation grid ratio: 1
k mesh: 1 x 1 x 1, Gamma-centred
self-consistency stop: 5e-08 eV per atom in the density residual
occupations: fixed
spin: none
net charge: 0

Cell vectors (angstrom)
a, 10.938, 0, 0
b, 0, 10.938, 0
c, 0, 0, 32.3496

Atoms: element, x, y, z (angstrom)
Si, 0.171, -0.1757, 24.9451
Si, 5.3615, 0.1331, 24.8302
Si, 3.0847, 2.3642, 24.8341
Si, 8.028, 3.0254, 24.8891
Si, -0.2397, 5.7958, 24.7405
Si, 5.783, 5.228, 25.0821
Si, 2.4343, 8.5463, 24.8758
Si, 8.495, 8.0755, 24.9288
Si, 1.4165, 1.3752, 26.192
Si, 6.8988, 1.358, 26.1516
Si, 4.1204, 4.0296, 26.1961
Si, 9.6355, 4.1699, 26.149
Si, 1.3742, 6.8523, 26.1304
Si, 6.9261, 6.8728, 26.264
Si, 4.1244, 9.5688, 26.1736
Si, 9.6227, 9.5763, 26.3031
Si, 2.754, -0.0115, 27.576
Si, 8.2084, 0.0033, 27.5745
Si, 0.0201, 2.7498, 27.5295
Si, 5.4975, 2.6864, 27.5723
Si, 2.7368, 5.4528, 27.5154
Si, 8.2577, 5.4668, 27.5955
Si, 0.0362, 8.1665, 27.6002
Si, 5.4708, 8.1978, 27.5603
Si, 4.1018, 1.3673, 28.9313
Si, 9.5708, 1.3673, 28.9313
Si, 1.3673, 4.1018, 28.9313
Si, 6.8362, 4.1018, 28.9313
Si, 4.1018, 6.8362, 28.9313
Si, 9.5708, 6.8362, 28.9313
Si, 1.3673, 9.5708, 28.9313
Si, 6.8362, 9.5708, 28.9313
Si, 0, 0, 30.2986
Si, 5.469, 0, 30.2986
Si, 2.7345, 2.7345, 30.2986
Si, 8.2035, 2.7345, 30.2986
Si, 0, 5.469, 30.2986
Si, 5.469, 5.469, 30.2986
Si, 2.7345, 8.2035, 30.2986
Si, 8.2035, 8.2035, 30.2986
Si, 1.3673, 1.3673, 31.6658
Si, 6.8362, 1.3673, 31.6658
Si, 4.1018, 4.1018, 31.6658
Si, 9.5708, 4.1018, 31.6658
Si, 1.3673, 6.8362, 31.6658
Si, 6.8362, 6.8362, 31.6658
Si, 4.1018, 9.5708, 31.6658
Si, 9.5708, 9.5708, 31.6658
Si, 2.7345, 0, 0.6835
Si, 8.2035, 0, 0.6835
Si, 0, 2.7345, 0.6835
Si, 5.469, 2.7345, 0.6835
Si, 2.7345, 5.469, 0.6835
Si, 8.2035, 5.469, 0.6835
Si, 0, 8.2035, 0.6835
Si, 5.469, 8.2035, 0.6835
Si, 4.1018, 1.3673, 2.0507
Si, 9.5708, 1.3673, 2.0507
Si, 1.3673, 4.1018, 2.0507
Si, 6.8362, 4.1018, 2.0507
Si, 4.1018, 6.8362, 2.0507
Si, 9.5708, 6.8362, 2.0507
Si, 1.3673, 9.5708, 2.0507
Si, 6.8362, 9.5708, 2.0507
Si, 0, 0, 3.418
Si, 5.469, 0, 3.418
Si, 2.7345, 2.7345, 3.418
Si, 8.2035, 2.7345, 3.418
Si, 0, 5.469, 3.418
Si, 5.469, 5.469, 3.418
Si, 2.7345, 8.2035, 3.418
Si, 8.2035, 8.2035, 3.418
Si, 1.3213, 1.3428, 4.7356
Si, 6.8118, 1.3738, 4.8052
Si, 4.0699, 4.114, 4.8062
Si, 9.4897, 4.1687, 4.7733
Si, 1.3551, 6.8361, 4.7834
Si, 6.7968, 6.9019, 4.7973
Si, 4.0933, 9.5946, 4.8295
Si, 9.6136, 9.5111, 4.7119
Si, 2.6582, -0.0107, 6.1587
Si, 8.2023, -0.1183, 6.0044
Si, -0.195, 2.6277, 6.0003
Si, 5.4464, 2.7536, 6.2169
Si, 2.6304, 5.4629, 6.1906
Si, 8.2038, 5.6048, 6.1756
Si, -0.0321, 8.1552, 6.1533
Si, 5.4429, 8.2598, 6.2634
Si, 3.7075, 1.6773, 7.4201
Si, 9.6404, 1.0406, 7.4092
Si, 1.3328, 3.77, 7.2634
Si, 6.5641, 4.478, 7.388
Si, 4.2258, 6.6532, 7.4981
Si, 9.3676, 7.1017, 7.6589
Si, 0.9917, 9.8219, 7.4963
Si, 7.1596, 9.383, 7.5129
O, 9.5371, 6.9149, 24.4018
O, 4.2383, 1.2629, 24.4216
O, 8.2213, 8.2305, 8.0903
O, 2.572, 2.8179, 7.7855
O, 6.8569, 4.1201, 24.4704
O, 1.2932, 9.6624, 24.4402
O, 3.6622, 7.2757, 8.9479
O, 0.0339, 0.1737, 7.8809
O, 5.3804, 5.5335, 7.867
O, 6.7714, 10.4089, 8.7783
O, 9.7467, 6.1959, 9.0206
O, 2.1702, 10.1382, 9.2342
O, 4.0208, 1.0945, 8.9658
O, 0.2672, 3.9887, 8.52
O, 8.8157, 1.2777, 8.835
O, 0.2048, 10.2472, 11.1162
O, 8.066, 8.9056, 23.5702
O, 8.711, 2.4973, 23.4849
O, 5.0494, 6.0904, 23.8926
O, 2.5041, 2.7806, 23.369
O, 10.3435, 0.3924, 23.5979
O, 0.2712, 5.3241, 23.2414
O, 2.9819, 8.0261, 23.4262
O, 5.9379, 10.45, 23.4031
Si, 9.8176, 1.6249, 22.6665
Si, 2.8487, 7.6739, 21.8488
Si, 4.741, 10.0389, 15.4496
Si, 9.7008, -0.0739, 17.651
Si, 4.2874, 0.3122, 12.7726
Si, 4.6471, 5.1629, 11.6301
Si, 7.5637, 0.6172, 9.6628
Si, 1.7268, 2.8308, 21.9514
Si, 6.0288, 2.5864, 19.2331
Si, 6.029, 7.5995, 18.4074
Si, 6.7037, 3.4725, 10.2134
Si, 3.2072, 12.5618, 19.4851
Si, 2.6033, 6.8104, 10.1115
Si, 5.3748, 15.0395, 14.3338
Si, 10.8196, -2.9032, 17.5784
Si, 13.3295, -1.8124, 16.946
Si, 7.9802, 11.3467, 20.3704
Si, 2.995, 11.3916, 10.0225
Si, 6.6838, 7.235, 12.7525
Si, 9.7035, 5.9907, 19.5139
Si, -4.0813, -1.572, 22.5814
Si, 5.9884, 6.5224, 15.6601
Si, 12.3476, 12.1029, 16.8579
Si, 7.2303, 10.3499, 12.3887
Si, 10.9742, 5.2348, 9.5332
Si, 5.3572, 6.5283, 22.3669
Si, 6.8792, 5.4074, 20.2528
Si, 1.8756, 1.9271, 13.8206
Si, 5.7327, 1.7574, 16.186
Si, 1.0504, 9.2298, 10.1527
Si, 0.5677, 0.8349, 11.6073
Si, -2.8615, 4.6312, 12.8159
Si, 0.8065, 5.5057, 21.6989
Si, 3.8407, -1.4395, 19.5771
Si, 19.4171, 6.6316, 17.1545
Si, 7.6535, 10.7025, 15.2607
Si, -0.1801, 3.525, 12.2401
O, 10.6482, 7.2354, 19.0062
O, 1.7849, 1.3826, 10.6143
O, 18.4543, 6.0272, 16.0124
O, 1.6976, 12.9376, 15.4548
O, 8.8531, 10.4553, 16.3128
O, 0.1488, 2.5268, 22.2149
O, 1.9496, 8.098, 10.9175
O, -5.7172, 4.0916, 10.5378
O, 6.6857, 1.3514, 20.0688
O, 12.2345, -3.0082, 16.7606
O, 5.3758, 7.2783, 16.9528
O, -0.5436, 12.9797, 11.5785
O, 6.0459, 7.3463, 14.2549
O, 1.0311, 11.6049, 13.1749
O, 7.1236, 12.2237, 15.4819
O, 5.635, 6.4558, 11.7726
O, 4.127, 10.1287, 13.938
O, 9.1052, 1.099, 21.312
O, -0.3308, 9.5763, 18.0284
O, 5.8459, 6.2939, 19.3524
O, 6.129, 2.3912, 17.6157
O, -0.3074, 5.1656, 20.5489
O, 7.641, 7.7417, 18.0815
O, 7.2812, 4.0077, 8.7927
O, 16.8584, 0.415, 12.5931
O, 1.9312, 4.3616, 21.433
O, 9.1055, 5.4058, 18.0787
O, 1.4033, 6.0826, 9.3285
O, -2.7623, -0.4331, 13.7243
O, 9.7189, 7.4634, 16.5115
O, 6.5777, 1.8516, 10.0928
O, 8.0364, 6.2845, 12.7664
O, -4.045, 3.9039, 19.6445
O, 10.7493, 1.1622, 17.3094
O, 3.9503, 11.1117, 19.5678
O, 5.2993, 8.8809, 19.1107
O, 8.0369, -0.0937, 11.0646
O, 15.3637, 2.7207, 19.552
O, 6.8898, -2.186, 12.2004
O, 5.0324, 5.2487, 15.4303
O, 0.3288, 8.6596, 8.8187
O, 3.739, -0.2074, 11.3129
O, 6.3202, 5.3671, 21.7722
O, 1.2014, 3.2891, 13.1351
O, 7.4296, -0.916, 21.1876
O, 3.9597, 6.5276, 21.5387
O, 15.9514, 2.7584, 15.1424
O, 6.9496, 4.1188, 13.886
O, 13.6435, 9.0391, 18.5287
O, 3.4231, 12.575, 13.2645
O, 6.003, 8.0255, 22.2244
O, 4.6693, -10.431, 16.3087
O, 3.2574, 9.0128, 21.0156
O, 7.7442, 3.9646, 11.3628
O, 17.2936, -1.2415, 15.4965
O, 2.3077, 1.7553, 18.1063
O, 3.213, 5.7554, 11.1726
O, 4.4359, 4.356, 13.0317
O, -0.0707, 4.6665, 11.0631
O, 12.7437, -0.3679, 16.4958
O, 8.3205, 6.1762, 20.3718
O, 1.3912, 7.0249, 21.4964
O, 8.6922, 11.1113, 18.9097
O, 25.6288, -2.0086, 16.0921
O, 2.2743, 1.8081, 20.8086
O, -1.3817, 4.0666, 13.2216

Results
free energy: -135733.253 eV
free energy less fixed offsets of O -568.88, Si -635.61 eV per atom: 2.077 eV

Forces (eV/angstrom), in the order of the atoms: element, x, y, z
Si, -0.0119, 0.0091, 0.0167
Si, 0.0212, -0.0235, 0.0193
Si, -0.0103, 0.0164, 0.0391
Si, 0.017, -0.0235, 0.019
Si, 0.0096, -0.0057, 0.0224
Si, -0.0145, 0.0086, 0.0343
Si, 0.006, -0.0036, 0.0137
Si, -0.0165, 0.0152, 0.0107
Si, -0.0028, 0.0066, 0.0154
Si, 0.0049, -0.0069, 0.0193
Si, -0.004, 0.0065, 0.0083
Si, 0.0046, -0.009, 0.0142
Si, 0.0024, -0.0083, 0.0131
Si, -0.0088, -0.0014, 0.0147
Si, 0.0045, -0.0058, 0.0127
Si, -0.0092, 0.0059, 0.0124
Si, 0.0021, 0.0013, 0.0048
Si, 0.0003, 0.0031, 0.0043
Si, 0.0015, 0.0035, 0.004
Si, -0.0004, 0.006, -0.0004
Si, -0.0003, -0.0011, 0.0056
Si, -0.0026, -0.0036, 0.0041
Si, 0.0026, 0.0018, 0.0049
Si, 0.0013, 0.0031, 0.002
Si, 0.078, -0.1278, 0.196
Si, 0.1054, 0.1744, -0.1528
Si, 0.0054, 0.101, -0.1634
Si, 0.106, -0.0787, -0.0343
Si, -0.088, -0.1377, -0.2152
Si, 0.2346, -0.0397, 0.4575
Si, 0.1878, -0.0868, 0.1774
Si, -0.1211, 0.0715, -0.0071
Si, 0.0306, 0.017, -0.0344
Si, -0.0421, -0.004, 0.0237
Si, 0.0381, 0.0355, -0.0475
Si, 0.0126, 0.061, 0.0048
Si, -0.0019, 0.068, 0.0293
Si, -0.0146, -0.013, -0.0397
Si, -0.0377, 0.0594, 0.0194
Si, 0.0216, -0.0068, -0.0279
Si, 0.0001, -0.0155, -0.0186
Si, 0.0207, -0.0277, -0.0271
Si, -0.0105, -0.0278, -0.0124
Si, 0.0005, -0.0246, -0.0249
Si, -0.0068, -0.0589, -0.0231
Si, 0.0068, 0.0085, -0.0104
Si, 0.0516, -0.0216, -0.0199
Si, -0.0042, 0.0149, -0.0088
Si, -0.0028, -0.043, 0.0078
Si, -0.0605, 0.0506, 0.0217
Si, -0.0145, 0.0255, 0.0267
Si, -0.0246, 0.0567, 0.0163
Si, -0.0187, 0.0506, 0.0209
Si, 0.0481, -0.0083, 0.0146
Si, 0.0435, -0.0172, 0.0167
Si, -0.039, 0.046, 0.0312
Si, -0.02, -0.0277, 0.0155
Si, 0.0222, -0.0764, 0.0313
Si, 0.0001, -0.0467, 0.0123
Si, -0.0364, -0.0768, 0.006
Si, 0.0201, -0.0647, 0.0283
Si, -0.0864, -0.0532, -0.0306
Si, -0.0456, 0.0691, -0.0422
Si, 0.0871, -0.0459, -0.0026
Si, 0.0608, -0.354, -0.6648
Si, -0.1216, 0.0519, 0.1256
Si, -0.0986, 0.0152, 0.0001
Si, -0.317, 0.1527, 0.0308
Si, -0.0756, -0.0115, -0.0497
Si, -0.0973, 0.1142, 0.2029
Si, 0.0876, 0.1082, 0.2083
Si, -0.2283, -0.0688, -0.4136
Si, 0.0502, 0.0139, -0.0079
Si, 0.0017, 0.0155, -0.0062
Si, -0.0065, 0.0217, -0.0228
Si, 0.0215, 0.0022, -0.0162
Si, -0.0127, 0.0317, 0.0037
Si, 0.0056, 0.0157, -0.0024
Si, -0.0145, -0.008, -0.0323
Si, -0.0565, -0.0624, -0.0439
Si, 0.0387, -0.0135, -0.0295
Si, -0.0127, -0.0035, -0.0324
Si, 0.0081, 0.0073, -0.0022
Si, 0.0029, -0.0329, -0.0685
Si, 0.015, -0.0154, -0.0252
Si, -0.0384, -0.0574, -0.0675
Si, 0.01, 0.2487, 0.001
Si, -0.0206, 0.0007, 0.0062
Si, -0.0101, -0.0782, 0.1967
Si, 0.193, -0.0602, -0.008
Si, -0.0021, 0.0133, 0.0021
Si, -0.0007, 0.0119, 0.002
Si, -0.0284, 0.0182, 0.1102
Si, -0.3338, -0.4426, -0.2847
Si, -0.5876, -0.8296, 0.4979
Si, -0.0183, 0.0241, 0.027
O, -0.0013, 0.0028, -0.03
O, 0.0044, -0.0071, -0.0496
O, -0.0039, 0.0848, 0.0552
O, 0.0085, 0.0209, 0.029
O, 0.0039, 0.0002, -0.0601
O, -0.0094, 0.0036, -0.0308
O, 0.1192, -0.0709, -0.0413
O, -0.1495, 0.1188, -0.2436
O, 0.0028, -0.002, 0.0185
O, 0.0165, -0.02, -0.006
O, 0.0492, 0.101, 0.0008
O, 0.4424, 0.4048, 0.7158
O, 0.0841, 0.0868, -0.1327
O, -0.0041, -0.022, -0.0056
O, 0.0272, -0.0143, 0.0307
O, -0.0131, -0.1848, -0.1033
O, 0.0033, -0.0078, -0.015
O, -0.0064, 0.0092, -0.0082
O, 0.0063, 0.0019, -0.0183
O, 0.0013, -0.0082, -0.0216
O, 0.0042, -0.002, -0.0145
O, 0.0062, 0.0015, -0.0363
O, -0.0034, -0.0009, -0.025
O, -0.0048, 0.0047, -0.0214
Si, 0.0029, -0.0021, -0.0018
Si, 0.0077, 0.0295, 0.0371
Si, -0.0136, -0.0048, 0.0051
Si, 0.0257, 0.0056, -0.0014
Si, -0.0725, -0.0279, -0.0935
Si, -0.066, 0.0219, -0.0355
Si, -0.0829, 0.0585, 0.0387
Si, -0.0112, -0.0163, 0.0381
Si, 0.0088, -0.0091, -0.0079
Si, 0.0115, 0.0135, -0.0236
Si, -0.0098, -0.0008, -0.0266
Si, -0.0204, -0.0082, -0.0116
Si, -0.0819, 0.2081, -0.1324
Si, -0.0142, -0.0021, 0.0167
Si, 0.0163, 0.0152, 0.0018
Si, -0.0019, -0.0034, -0.0344
Si, 0.018, -0.0189, 0.0133
Si, -0.2881, -0.4026, -0.0961
Si, -0.0139, 0.0166, -0.0127
Si, 0.0114, 0.0176, -0.0013
Si, 0.0011, 0.0035, 0.0099
Si, 0.0029, 0.0235, 0.0244
Si, -0.028, -0.0003, -0.0028
Si, -0.0217, 0.0255, 0.0314
Si, 0.159, 0.0174, 0.0303
Si, 0.0087, 0.0235, 0.0371
Si, 0.0104, 0.0129, 0.0207
Si, 0.0343, 0.0029, -0.0096
Si, -0.0017, -0.0243, -0.0078
Si, 0.3537, -0.063, -0.3839
Si, 0.1036, 0.0837, -0.0917
Si, 0.0048, -0.0095, -0.0051
Si, -0.032, 0.0057, 0.0319
Si, 0.0072, -0.01, 0.0169
Si, 0.011, 0.0258, 0.0143
Si, -0.0167, -0.0069, 0.0287
Si, 0.0312, 0.0076, -0.0209
O, -0.0036, -0.0118, 0.0209
O, -0.0337, 0.0849, 0.1422
O, 0.0004, -0.0066, -0.0134
O, 0.0006, 0.0043, -0.0111
O, -0.0031, -0.0041, 0.0007
O, 0.0137, -0.0006, -0.0119
O, -0.0917, 0.0071, 0.1553
O, 0.0268, -0.009, 0.0136
O, -0.0092, 0.0111, -0.0068
O, -0.0015, -0.0072, 0.0013
O, -0.0018, -0.0042, 0.0176
O, -0.0272, 0.0105, 0.0112
O, 0.0049, -0.0097, -0.0075
O, -0.0176, -0.0177, 0.0084
O, 0.0069, 0.0101, 0.0037
O, 0.0245, 0.0061, 0.0194
O, 0.0176, 0.0182, -0.0076
O, -0.0091, -0.0017, -0.0153
O, -0.0074, 0.0001, 0.0028
O, 0.0055, -0.0134, 0.0047
O, -0.0011, 0.0073, 0.0217
O, 0.0094, -0.0045, -0.001
O, 0.003, -0.0013, 0.0087
O, -0.0017, 0, 0.0343
O, 0.0597, -0.0178, 0.0014
O, 0.0053, 0.0094, -0.0182
O, -0.0108, -0.0102, -0.0047
O, -0.0734, -0.0981, 0.0602
O, 0.0099, -0.0038, -0.0249
O, -0.0072, -0.0023, -0.0025
O, 0.0368, -0.0153, 0.0215
O, 0.0116, 0.0058, 0.0054
O, -0.0067, 0.0038, -0.0023
O, -0.0036, -0.0045, 0.0019
O, 0.0068, 0.0216, 0.0012
O, 0.0083, 0.0052, 0.0005
O, 0.0356, -0.0084, -0.0219
O, 0.0043, 0.0058, 0.0046
O, 0.003, -0.0034, 0.0104
O, 0.0001, -0.0095, -0.0075
O, 0.2913, 0.8971, -0.2408
O, 0.1292, 0.0625, 0.1859
O, -0.0014, -0.0125, -0.0062
O, -0.0043, 0.0108, 0.0146
O, 0.0098, 0.0142, -0.0192
O, -0.0072, -0.0021, -0.0154
O, 0.0122, 0.0072, -0.0024
O, 0.001, -0.0027, -0.002
O, 0.0019, -0.0028, 0.0041
O, -0.002, 0.0092, 0.0176
O, -0.0015, -0.0086, -0.0091
O, -0.001, 0.0184, 0.0124
O, -0.0009, -0.008, 0.0014
O, -0.0037, -0.0009, -0.0004
O, 0.0279, 0.003, -0.0073
O, 0.0267, 0.0068, 0.0218
O, 0.0516, -0.0578, 0.0617
O, 0.0155, -0.0034, 0.0171
O, -0.0147, 0.013, -0.0037
O, 0.005, -0.0014, 0.0016
O, -0.0103, -0.0065, -0.0002
O, 0.015, -0.0017, -0.0142
O, -0.0184, 0.0026, 0.018
O, -0.002, 0.001, 0.0032
O, 0.0033, 0.0063, -0.0104
O, -0.0016, 0.0061, 0.0102

The program warned: the cutoff lies below the one the program advises for these potential files; the exchange-correlation potential is rough where the density is thin.
